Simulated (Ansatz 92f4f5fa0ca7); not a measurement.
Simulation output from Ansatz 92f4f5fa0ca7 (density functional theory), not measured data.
Periodic cell of 228 atoms, Si140O88, from a study of silicon, its oxide and their interface. The atomic structure is a simulated model.
This geometry differs little from another in the collection (a relaxation step or a small displacement).

Settings
functional: r2SCAN
potential files: Ansatz PAW
basis: plane waves
wave-function cutoff: 800 eV
density cutoff ratio: 5
exchange-correlation grid ratio: 1
k mesh: 1 x 1 x 1, shifted by 0.5 0.5 0 of a step
self-consistency stop: 1e-10 eV per atom in the density residual
occupations: fixed
spin: none
net charge: 0

Cell vectors (angstrom)
a	10.888	0	0
b	0	10.888	0
c	0	0	32.9254

Atoms: element, x, y, z (angstrom)
Si	-0.3657	0.1342	0.1415
Si	2.399	3.0421	-0.1382
Si	0.0477	5.1452	0.007
Si	2.8938	8.043	0.1224
Si	5.8157	-0.0597	0.2601
Si	8.4006	2.3745	0.2689
Si	5.1134	5.8271	0.0062
Si	7.8145	8.4636	0.0527
Si	1.3355	1.3755	1.23
Si	4.0226	4.1116	1.2332
Si	1.263	6.7932	1.2782
Si	4.11	9.6099	1.3734
Si	6.9249	1.307	1.7283
Si	9.5186	4.0297	1.4603
Si	6.7172	6.8664	1.3649
Si	9.3988	9.5078	1.4793
Si	0.0254	2.6671	2.7618
Si	2.6937	0.0615	2.6652
Si	-0.045	8.1366	2.706
Si	2.6711	5.4461	2.676
Si	5.3866	2.7728	2.7041
Si	8.211	-0.077	3.0181
Si	5.4174	8.2174	2.7837
Si	8.1124	5.4663	2.6881
Si	1.3635	4.0725	4.0871
Si	4.0472	1.3906	4.0718
Si	1.3448	9.5412	4.0253
Si	4.0355	6.8137	4.0588
Si	6.7618	4.1162	4.0667
Si	9.5942	1.3534	4.1993
Si	6.7654	9.4798	4.2337
Si	9.4905	6.7873	4.0818
Si	0.051	-0.0224	5.4955
Si	2.716	2.7292	5.4693
Si	-0.0224	5.426	5.4346
Si	2.6974	8.1828	5.4128
Si	5.3981	0.0226	5.4726
Si	8.149	2.7419	5.4324
Si	5.4183	5.4731	5.4348
Si	8.1648	8.1197	5.5124
Si	1.3852	1.35	6.8478
Si	4.0898	4.0978	6.8009
Si	1.353	6.8066	6.7712
Si	4.0553	9.5211	6.8138
Si	6.8039	1.3711	6.796
Si	9.5127	4.0719	6.8142
Si	6.7885	6.7745	6.845
Si	9.5439	9.5137	6.818
Si	-0.0105	2.7058	8.1798
Si	2.7334	-0.0126	8.2007
Si	0.0281	8.1642	8.152
Si	2.7152	5.4509	8.147
Si	5.4612	2.7395	8.1471
Si	8.1743	0.0011	8.1492
Si	5.4327	8.1623	8.177
Si	8.1618	5.4193	8.1877
Si	1.3681	4.0805	9.5128
Si	4.1118	1.3796	9.4934
Si	1.3717	9.5045	9.5495
Si	4.0733	6.7886	9.5348
Si	6.8166	4.0498	9.55
Si	9.5286	1.3311	9.5468
Si	6.8198	9.5311	9.5065
Si	9.5619	6.8016	9.4769
Si	0.0155	-0.0264	10.9128
Si	2.7407	2.7081	10.8597
Si	0.017	5.4637	10.8564
Si	2.7293	8.1467	10.9181
Si	5.4712	0.0391	10.8432
Si	8.1797	2.6916	10.9201
Si	5.4308	5.4031	10.885
Si	8.2211	8.1583	10.8209
Si	1.4042	1.3511	12.2372
Si	4.0695	4.0364	12.2741
Si	1.3638	6.77	12.2862
Si	4.1119	9.5816	12.1785
Si	6.7999	1.3397	12.2882
Si	9.5722	4.0953	12.2055
Si	6.8722	6.7753	12.1256
Si	9.5518	9.4729	12.2598
Si	0.0986	2.7938	13.5539
Si	2.7598	-0.0091	13.6206
Si	0.0033	8.1123	13.6702
Si	2.7234	5.3979	13.6494
Si	5.4045	2.6735	13.6719
Si	8.1985	-0.0384	13.594
Si	5.5791	8.2317	13.3773
Si	8.1627	5.4083	13.5422
Si	1.4298	4.0318	15.1398
Si	4.0899	1.3075	15.1086
Si	1.3969	9.4941	14.9889
Si	4.2228	6.8898	14.6427
Si	6.7836	4.0736	14.9432
Si	9.5762	1.4189	14.7879
Si	6.8658	9.4475	14.9369
Si	9.5155	6.6896	14.9804
Si	0.2165	0.2965	16.1201
Si	2.5195	2.3945	16.5512
Si	-0.3397	5.0529	16.3316
Si	3.1002	8.3042	16.0917
Si	5.273	-0.3746	16.2771
Si	8.3298	2.8328	16.188
Si	5.6337	5.7572	16.1041
Si	7.9479	7.8305	16.2892
Si	-8.4601	24.0347	21.8555
Si	5.9288	30.5381	22.5363
Si	7.2333	26.325	25.6731
Si	12.2698	9.8529	30.9511
Si	11.4132	30.6159	22.6517
Si	27.5151	11.3012	29.0472
Si	30.5689	11.4718	20.339
Si	24.8183	23.215	30.2266
Si	-5.6325	38.8529	23.967
Si	17.5534	30.9017	27.3262
Si	19.5167	-0.826	22.9582
Si	0.4523	6.252	24.1767
Si	14.7657	4.8385	21.6964
Si	-3.3527	17.0236	28.1998
Si	11.6834	27.1282	19.2095
Si	26.7297	10.3906	25.0085
Si	14.4318	6.1574	18.1496
Si	2.2455	21.8923	24.0091
Si	32.8452	-2.7969	26.2444
Si	14.7949	18.5157	20.5144
Si	25.7615	13.7329	19.3945
Si	-1.7995	21.355	25.9071
Si	-12.0077	9.4358	18.2626
Si	17.4873	1.3658	18.4542
Si	-1.5634	39.4075	30.7817
Si	-16.4864	2.1153	26.4012
Si	6.377	12.9601	31.0946
Si	13.2831	2.8493	27.4688
Si	21.3848	-18.8935	20.9382
Si	31.3676	14.7275	23.6413
Si	2.8632	16.54	28.4182
Si	2.7773	-4.1295	25.66
Si	11.6212	40.4777	29.1522
Si	11.8914	8.2036	19.8909
Si	-5.5002	4.7787	30.0503
Si	0.1046	1.7471	25.5786
O	10.4614	13.7285	-8.3875
O	14.3593	-15.4557	-5.8685
O	22.6948	-3.5513	-9.8543
O	7.6509	2.1228	-15.4404
O	15.2284	22.327	-3.0863
O	-8.9756	17.6147	-3.793
O	9.893	5.5367	-1.2164
O	5.6821	1.3045	-5.2052
O	15.8187	15.8545	-9.996
O	5.5263	3.1757	-2.6731
O	-1.1389	12.7236	-12.9704
O	12.1055	4.1266	-0.5534
O	-11.1235	7.5518	-2.5349
O	14.6599	24.4852	-6.3414
O	12.1432	9.3202	-3.5045
O	-4.5061	3.2667	26.1538
O	10.403	6.9623	25.296
O	2.8832	23.0424	23.0443
O	11.2559	30.8317	21.0731
O	4.3807	25.9631	20.2734
O	-1.4472	3.9071	16.7073
O	25.742	6.9661	24.5856
O	-18.6779	24.3788	31.3624
O	17.8042	1.0074	29.9918
O	10.0583	-0.2549	17.2322
O	35.1705	34.6751	28.8276
O	8.0274	5.2352	26.923
O	12.6903	18.9453	25.9463
O	17.6689	9.6666	32.501
O	16.9067	9.7584	28.6674
O	15.0202	9.4176	16.7206
O	16.9871	18.1919	23.1808
O	15.8669	-2.2849	21.2219
O	0.5938	6.6586	20.1192
O	3.9629	17.8096	32.5268
O	2.0576	15.2603	27.8726
O	-16.1714	20.2547	26.0993
O	13.5838	7.245	17.2766
O	5.2852	20.7425	23.5242
O	16.6435	16.3328	31.4707
O	-0.5105	-1.3978	25.9082
O	-2.5847	10.5499	24.4703
O	20.0847	20.9804	19.6064
O	6.7705	6.7683	16.7514
O	8.2149	25.9256	24.4346
O	19.5561	19.3138	17.6346
O	14.2203	21.3719	25.0887
O	9.9398	30.9388	23.1897
O	5.4376	22.8167	25.1904
O	13.2793	5.2668	18.8711
O	18.4272	2.8648	31.879
O	21.8308	5.6097	17.8029
O	8.9002	54.8471	21.9447
O	1.095	13.2538	26.664
O	10.8899	20.9878	31.7558
O	4.5159	17.8347	19.1776
O	-4.8833	10.9748	17.6607
O	0.9343	11.5542	24.7348
O	25.6861	5.157	29.5284
O	1.7651	16.5612	24.9587
O	2.3063	8.784	31.7219
O	4.5614	16.1399	17.259
O	7.2972	11.8081	19.8323
O	12.2027	1.2997	16.8196
O	-7.6576	23.673	20.4803
O	24.8297	24.6226	18.0354
O	9.6993	22.813	26.2588
O	29.2103	9.2486	22.2298
O	8.637	17.1666	29.3836
O	16.2863	24.1116	18.8508
O	23.5213	31.5424	23.1191
O	-0.4094	5.1595	23.4246
O	0.8393	-8.7838	21.6438
O	3.43	-4.5023	21.4571
O	0.3122	8.716	18.5211
O	13.5983	-17.9468	22.2017
O	31.2125	3.3257	22.0987
O	17.0428	38.2928	25.1594
O	8.0207	20.8413	26.9909
O	11.113	4.0772	20.0149
O	9.4793	1.3009	32.5779
O	27.2525	12.0551	32.1208
O	-2.5362	7.7259	31.6137
O	7.0312	-14.1989	27.6184
O	17.2179	5.309	28.866
O	-0.0986	18.6183	27.7793
O	2.0171	0.421	30.8978
O	2.6	-2.4546	19.9981

Results
free energy: -139742.062 eV
free energy less fixed offsets of O -570.45, Si -639.56 eV per atom: -4.062 eV

Forces (eV/angstrom), in the order of the atoms: element, x, y, z
Si	0.0075	-0.0167	-0.0636
Si	0.0173	-0.0093	-0.0889
Si	-0.0173	0.0069	-0.0678
Si	-0.0093	0.0106	-0.0694
Si	-0.0023	0.0218	-0.0652
Si	-0.0165	0.0062	-0.0599
Si	0.0143	-0.0088	-0.0844
Si	0.0092	-0.0148	-0.0769
Si	-0.0011	0.0025	0.0039
Si	-0.0013	0.0005	0.0039
Si	0.0012	-0.0034	0.0064
Si	0.0029	-0.0014	0.0046
Si	-0.0006	0.0018	0.0018
Si	0.0001	-0.0008	0.0046
Si	0.0001	0.0004	0.0048
Si	-0.0015	-0.0006	0.0061
Si	0.0011	-0.001	0.0031
Si	-0.0019	0.0006	0.0018
Si	0.0008	0.0002	-0.002
Si	0.0007	-0.0015	0.0018
Si	-0.0013	0.0009	-0.0028
Si	0.0014	-0.0009	0.0012
Si	0.0005	-0.0002	0.0001
Si	-0.0002	0.0001	-0.0012
Si	-0.0002	-0.0003	-0.0003
Si	0.0002	-0.001	-0.0001
Si	0.0006	-0.0006	0.002
Si	0.0003	-0.0005	0
Si	0.001	-0.0005	-0.0001
Si	0.0005	0.0004	0.0008
Si	-0.0004	-0.0009	0.0012
Si	0.0003	-0.0003	-0.0001
Si	0.0004	-0.0008	0.0018
Si	-0.0002	-0.0006	0.0009
Si	0	-0.0009	0.0001
Si	0	-0.0004	0.0013
Si	0	0.0001	0.0007
Si	-0.0001	-0.0001	0.0001
Si	-0.0001	0.0001	0.0001
Si	0.0001	-0.0005	0.0012
Si	-0.0002	-0.0008	0.001
Si	-0.0002	-0.0005	0
Si	0.0005	-0.001	0.0015
Si	0.0002	-0.0012	0.0001
Si	0.0003	-0.0013	0.001
Si	0.0004	-0.0013	0.0003
Si	0.0002	0.0001	0.0008
Si	0.0003	-0.0009	-0.0004
Si	0.0003	-0.001	0.001
Si	0.0005	-0.0009	0.0007
Si	0.0001	-0.0012	0.0014
Si	0.0002	-0.0009	0.0013
Si	0.0005	-0.0003	0.0017
Si	0.0004	-0.0008	0.0019
Si	0.0002	-0.0008	0.0008
Si	0.0005	-0.0004	0.0009
Si	0	-0.0012	0.0008
Si	-0.0002	-0.0006	0.0006
Si	0.0005	-0.0005	0.001
Si	0.0005	-0.0008	0.0013
Si	0.0007	-0.0005	0.001
Si	0.0007	-0.0004	0.001
Si	0.0004	-0.0012	0.0009
Si	0.0004	-0.001	0.0005
Si	0.0006	-0.0001	0.0014
Si	0	-0.0013	0.0007
Si	-0.0001	-0.0003	0.0005
Si	0.0009	-0.0004	0.0015
Si	-0.0002	-0.0002	0.0011
Si	0.0007	0.0001	0.0015
Si	0.0001	0.0003	0.0006
Si	0	-0.0014	0.0011
Si	0.0012	-0.001	-0.0001
Si	-0.0006	-0.0005	0.0016
Si	-0.0005	-0.0006	0.0017
Si	0.001	0.0007	0.0004
Si	0	-0.0017	0.0017
Si	0	0.0003	0.0005
Si	0.0009	-0.0001	0.0008
Si	-0.0005	0.0001	0.0009
Si	-0.0015	-0.0022	0.0003
Si	-0.0011	-0.0014	-0.0003
Si	0.0014	0.0006	0
Si	0.0016	0.0001	-0.0006
Si	0.0006	0.0006	-0.0007
Si	0.0002	0.0005	-0.0018
Si	-0.0009	-0.0006	0.0002
Si	0.0006	-0.0005	0
Si	0.0016	0.0023	0.0071
Si	0.0031	0.0008	0.0079
Si	-0.0032	-0.0012	0.0023
Si	0.0001	0.0004	0.0028
Si	-0.0007	-0.0025	0.006
Si	-0.0004	-0.0003	0.0012
Si	0.0005	0.0005	0.006
Si	0.0014	0.0008	0.004
Si	0.0173	0.0084	-0.0605
Si	-0.0158	-0.0118	-0.0939
Si	-0.0093	-0.0141	-0.0846
Si	0.0079	0.0204	-0.0667
Si	-0.0109	-0.0082	-0.0675
Si	0.011	0.0145	-0.0679
Si	0.0217	0.0066	-0.0606
Si	-0.0153	-0.0111	-0.0651
Si	0.0084	0.0286	-0.1778
Si	-0.0079	-0.0152	-0.1801
Si	-0.0071	0.0061	-0.1896
Si	0.0117	0.0049	-0.159
Si	-0.0153	0.0171	-0.1836
Si	0.0078	-0.0296	-0.1991
Si	-0.0346	-0.018	-0.1877
Si	0.0148	-0.0091	-0.195
Si	-0.0058	-0.0131	-0.1931
Si	0.0075	0.0278	-0.1808
Si	0.0134	0.0194	-0.1941
Si	0.0002	0.0029	-0.1713
Si	-0.0229	-0.0124	-0.1901
Si	-0.0079	0.0086	-0.2092
Si	0.0039	0.0206	-0.1735
Si	-0.0369	-0.0198	-0.1795
Si	-0.0021	-0.0048	-0.1625
Si	0.0084	0.0102	-0.1746
Si	0.0021	0.0095	-0.1991
Si	-0.0222	-0.0221	-0.1777
Si	0.004	-0.0133	-0.1989
Si	0.0034	0.0215	-0.1698
Si	-0.0274	-0.006	-0.165
Si	0.0034	-0.0107	-0.1626
Si	0.0109	0.0068	-0.1896
Si	0.0194	0.0113	-0.1769
Si	-0.0131	-0.0097	-0.1669
Si	-0.0301	0.0065	-0.195
Si	0.0256	0.0065	-0.1808
Si	0.0176	-0.0141	-0.1922
Si	-0.0087	0.0057	-0.1883
Si	-0.0079	0.0017	-0.1914
Si	0.0011	-0.0385	-0.195
Si	-0.008	-0.0268	-0.1712
Si	-0.022	0.0196	-0.191
Si	-0.0206	-0.0122	-0.1773
O	0.0233	-0.0313	0.0924
O	0.0046	-0.0306	0.1348
O	-0.0016	-0.0447	0.0932
O	-0.0305	-0.0317	0.0877
O	-0.0324	0.0168	0.0806
O	-0.023	0.0243	0.0691
O	0.0325	-0.0331	0.0888
O	0.0116	-0.0398	0.135
O	0.0393	0.03	0.1163
O	0.0111	-0.0174	0.0683
O	0.0146	0.0188	0.0706
O	-0.0037	0.0006	0.0387
O	-0.036	-0.0115	0.0877
O	-0.0263	0.0058	0.075
O	0.0117	0.0355	0.0967
O	-0.0217	-0.0241	0.0634
O	-0.0078	0.0311	0.0949
O	-0.0009	-0.0539	0.1082
O	-0.0088	0.0159	0.1325
O	-0.0054	0.0342	0.1074
O	0.0048	0.0024	0.0353
O	-0.0433	0.0107	0.0936
O	-0.0202	0.0386	0.1179
O	0.0135	0.0378	0.101
O	-0.0234	-0.0297	0.0827
O	0.018	-0.0435	0.1427
O	0.0069	0.0395	0.1224
O	-0.0105	0.0074	0.0704
O	-0.0016	-0.0019	0.0395
O	-0.0201	0.0365	0.0948
O	0.0009	-0.004	0.0348
O	-0.0066	-0.0302	0.0763
O	0.0489	0.0251	0.102
O	-0.0004	0.024	0.0676
O	-0.0033	0.0031	0.0398
O	0.0132	0.0108	0.0736
O	0.0392	-0.0266	0.1109
O	0.0017	-0.0359	0.0899
O	-0.0199	0.0414	0.1152
O	-0.0037	0.0236	0.1274
O	0.0102	-0.0197	0.0639
O	0.0086	0.0091	0.135
O	-0.0124	0.0394	0.1021
O	-0.0011	0.0008	0.0346
O	-0.0493	0.015	0.0958
O	0.0361	0.031	0.0818
O	0.0321	-0.0049	0.0727
O	-0.0095	-0.0011	0.0646
O	0.005	0.0411	0.0819
O	-0.0166	-0.0067	0.0649
O	0.0371	0.0009	0.0817
O	0.0272	0.0053	0.121
O	-0.0019	-0.0343	0.125
O	0.0614	0.0311	0.1048
O	-0.0308	0.0244	0.0819
O	0.0064	0.034	0.109
O	0.0244	0.0306	0.0855
O	-0.0382	0.03	0.0849
O	0.0458	-0.0178	0.0911
O	0.0282	0.0064	0.0806
O	0.0274	-0.03	0.0872
O	-0.0388	0.0016	0.0813
O	0.0411	-0.0134	0.0925
O	0.0035	0.0029	0.0369
O	-0.0375	-0.0111	0.1163
O	0.0369	0.0139	0.1324
O	-0.0076	-0.0026	0.0564
O	-0.0023	0	0.0626
O	0.0452	0.0111	0.1261
O	-0.0239	0.0198	0.0633
O	0.0219	0.027	0.0764
O	0.004	0.0166	0.0641
O	0.0134	-0.0107	0.0645
O	0.0082	-0.0229	0.0781
O	0.0345	-0.0199	0.0842
O	-0.0061	0.0019	0.0644
O	-0.0239	0.0279	0.1306
O	0.0429	-0.0302	0.0955
O	-0.0412	-0.0242	0.084
O	-0.0273	-0.0524	0.0936
O	0.0035	0.001	0.0346
O	-0.0049	-0.0378	0.0894
O	-0.0318	0.0357	0.0966
O	0.0095	-0.0372	0.0698
O	-0.033	-0.0259	0.0983
O	0.0099	-0.0064	0.1518
O	-0.0177	-0.0161	0.0644
O	0.0135	0.0046	0.0638

The program warned: the cutoff lies below the one the program advises for these potential files; the forces do not sum to zero within the program's tolerance; empty levels may hold ghost states of the PAW files; the exchange-correlation potential is rough where the density is thin.
